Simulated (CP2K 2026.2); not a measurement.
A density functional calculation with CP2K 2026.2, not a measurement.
Periodic cell of 442 atoms, Si320O122, from a study of silicon, its oxide and their interface. The atomic structure is a simulated model.
Doubt: the forces sum to 1.13 eV/angstrom along one axis rather than to zero, so they err by at least 0.0026 eV/angstrom per atom on average; the grid cutoff is modest.

Settings: functional PBE; method Gaussian and plane waves; basis set DZVP-MOLOPT-SR-GTH; pseudopotentials GTH-PBE; grid cutoff 350 Ry, relative cutoff 50 Ry; k points Gamma only; occupations fixed; spin none; net charge 0.

Cell vectors (angstrom)
a	15.3866	0	0
b	0	15.3866	0
c	-7.2593	4.263	33.1553

Atoms: element, x, y, z (angstrom)
Si	8.2856	17.2766	28.4544
Si	8.1579	6.5587	28.356
Si	8.0668	9.6575	28.4906
Si	8.0542	14.174	28.4833
Si	-3.5093	17.2148	28.5499
Si	-3.4069	6.931	28.4354
Si	-3.3588	9.4102	28.5374
Si	-3.3471	14.1019	28.431
Si	0.3147	17.4809	28.4915
Si	0.4913	6.4708	28.4772
Si	0.5396	9.5943	28.0871
Si	0.2888	14.3153	28.6543
Si	4.2688	17.5423	28.3545
Si	4.3236	6.762	28.4904
Si	4.3582	9.2261	28.3484
Si	4.2609	14.4068	28.3878
Si	-5.3362	17.5406	29.9521
Si	-5.2992	6.2325	29.6903
Si	-5.3267	9.9418	29.7355
Si	-5.3369	13.8257	29.7005
Si	-1.5865	17.7433	29.7921
Si	-1.5057	6.2633	29.7087
Si	-1.3633	9.9704	29.616
Si	-1.5717	13.9095	29.9297
Si	2.3349	17.7772	29.6865
Si	2.4121	6.2695	29.785
Si	2.4149	9.9495	29.5355
Si	2.3505	13.9795	29.7132
Si	6.2567	17.7532	29.6154
Si	6.2485	6.2427	29.7277
Si	6.1412	9.9112	29.7592
Si	6.1262	13.9498	29.7602
Si	-5.3128	4.2545	31.0368
Si	-5.3509	8.0772	31.1678
Si	-5.3265	11.8984	31.0413
Si	-5.3501	15.6402	31.25
Si	-1.5562	4.3218	31.0616
Si	-1.4065	8.1373	31.1256
Si	-1.4741	11.8727	31.0497
Si	-1.5437	15.8557	31.2264
Si	2.3688	4.2959	31.0567
Si	2.3539	8.1739	31.1301
Si	2.3901	11.9323	30.9195
Si	2.3404	15.8727	31.1169
Si	6.2299	4.2702	31.0111
Si	6.2301	8.0794	31.2023
Si	6.1429	11.9335	31.009
Si	6.2021	15.8707	31.1055
Si	8.1395	4.2663	32.4039
Si	8.1414	8.0916	32.5413
Si	8.1003	11.9244	32.3775
Si	8.0839	15.7657	32.517
Si	-3.4369	4.2796	32.4613
Si	-3.3791	8.1153	32.4576
Si	-3.4053	11.9013	32.4237
Si	-3.435	15.778	32.5815
Si	0.4155	4.2889	32.3986
Si	0.4658	8.1251	32.5131
Si	0.478	11.931	32.3647
Si	0.4295	15.8326	32.493
Si	4.3022	4.262	32.4073
Si	4.2751	8.1174	32.4905
Si	4.2496	11.9424	32.3947
Si	4.2732	15.8501	32.4595
Si	-0.0255	13.4541	11.5521
Si	0.0089	1.9404	11.5356
Si	-0.0213	5.7822	11.5747
Si	-0.0298	9.6114	11.5778
Si	3.8418	13.4658	11.5051
Si	3.8699	1.9512	11.5165
Si	3.8289	5.7816	11.5608
Si	3.8379	9.5762	11.5463
Si	7.7193	13.4363	11.5554
Si	7.7136	1.9264	11.5232
Si	7.6943	5.7714	11.5567
Si	7.6963	9.5996	11.5798
Si	11.5557	13.4296	11.5916
Si	11.5411	1.8942	11.5265
Si	11.5505	5.7849	11.5813
Si	11.5189	9.606	11.595
Si	1.9198	13.5136	12.857
Si	1.9551	1.9526	12.8713
Si	1.902	5.7691	12.9273
Si	1.9128	9.6251	12.9018
Si	5.763	13.43	12.8494
Si	5.7966	2.0211	12.8704
Si	5.7606	5.8003	12.9109
Si	5.7562	9.526	12.9163
Si	9.6341	13.4257	12.9552
Si	9.627	1.8265	12.8926
Si	9.6165	5.7261	12.9163
Si	9.6034	9.6313	12.9776
Si	-1.9144	13.393	12.976
Si	-1.9272	1.9404	12.8703
Si	-1.9233	5.8413	12.979
Si	-1.9525	9.5825	12.9675
Si	1.9579	15.4351	14.2252
Si	1.9744	3.8322	14.2832
Si	1.8432	7.7053	14.2721
Si	1.9216	11.6007	14.1891
Si	5.8184	15.4272	14.0849
Si	5.8005	3.9393	14.3113
Si	5.7418	7.6378	14.3779
Si	5.7203	11.4717	14.1844
Si	9.6446	15.3242	14.3391
Si	9.6362	3.7382	14.2101
Si	9.5798	7.6593	14.2655
Si	9.6146	11.5576	14.3962
Si	-1.893	15.398	14.208
Si	-1.9371	3.8691	14.2323
Si	-1.9497	7.7418	14.4484
Si	-1.9369	11.4383	14.3918
Si	0.0329	15.4541	15.5602
Si	-0.0052	3.8325	15.5523
Si	0.0162	7.7892	15.8121
Si	0.0873	11.4863	15.6374
Si	3.9491	15.483	15.4612
Si	3.8833	3.963	15.712
Si	3.7351	7.7274	15.6592
Si	3.8179	11.5919	15.5629
Si	7.6258	15.3254	15.5721
Si	7.7764	3.8291	15.6279
Si	7.7153	7.5776	15.7134
Si	7.5666	11.5085	15.6112
Si	11.6331	15.3396	15.6426
Si	11.5296	3.791	15.5944
Si	11.4232	7.6422	15.7315
Si	11.5375	11.4691	15.8487
Si	-0.1366	13.4941	16.7975
Si	-0.2891	17.3462	16.9423
Si	0.1746	5.7135	16.9139
Si	0.8225	9.7179	17.0622
Si	4.4202	13.5751	16.7006
Si	4.2586	17.3598	16.8843
Si	3.3172	5.8774	17.0717
Si	3.2593	9.6967	16.8443
Si	6.8778	13.4413	16.7825
Si	7.3749	17.2485	16.8753
Si	8.4722	5.6716	16.9614
Si	7.7897	9.5666	16.9537
Si	-3.2809	13.4672	17.006
Si	-3.4388	17.2716	16.9319
Si	10.9956	5.6472	16.9298
Si	10.9528	9.5067	17.1262
Si	-0.2578	13.5321	23.0532
Si	2.0095	17.0789	19.1025
Si	-1.3168	3.4996	21.2497
Si	5.4227	10.0472	19.0328
Si	-4.2696	8.7899	20.0614
Si	2.2225	14.0047	18.8885
Si	2.3719	10.2944	22.4191
Si	3.7075	12.8114	25.7531
Si	8.3007	4.6616	19.7668
Si	4.3573	4.5676	26.1941
Si	4.7386	8.4435	21.6519
Si	6.8649	12.5379	19.6012
Si	9.6489	17.5512	19.0368
Si	2.6059	13.0832	21.6683
Si	-3.9076	13.3986	20.0412
Si	-2.0515	11.5954	21.5853
Si	7.7782	11.7925	23.5001
Si	-1.2673	16.4018	22.9841
Si	6.4902	9.1927	23.9469
Si	-3.761	11.6963	26.535
Si	5.9874	16.8819	22.9536
Si	1.7301	3.9592	21.2299
Si	-2.1259	5.2578	19.1313
Si	-1.164	8.0942	24.1878
Si	8.9832	5.5388	25.5577
Si	6.6636	4.1486	24.0916
Si	5.8705	3.8196	21.2848
Si	7.3648	14.2858	21.9246
Si	-1.6756	7.6263	21.1428
Si	9.3314	11.2442	20.9258
Si	9.9109	6.5494	21.3874
Si	-3.5286	4.6427	22.9706
Si	4.2639	9.7196	26.0357
Si	-5.1807	18.3015	26.345
Si	8.5342	11.9007	26.5446
Si	2.0329	3.816	24.3845
Si	3.8301	5.7854	20.1151
Si	-0.0844	4.2909	26.3305
Si	1.393	16.3628	24.616
Si	-4.215	17.1589	23.7229
Si	1.3714	9.5206	25.1654
Si	0.1023	9.7495	20.2133
Si	3.7501	14.919	23.4558
Si	9.4708	8.1691	24.0162
Si	0.8336	13.7832	25.8895
Si	-2.5628	5.818	25.6943
Si	10.0338	15.5585	21.376
Si	-3.4294	10.2615	23.9235
Si	0.0046	13.473	0.6489
Si	0.0008	1.8832	0.6825
Si	-0.0046	5.7862	0.6672
Si	-0.0394	9.5555	0.6566
Si	3.8218	13.486	0.694
Si	3.8539	1.9296	0.6688
Si	3.8439	5.7595	0.6734
Si	3.864	9.5479	0.6815
Si	7.6848	13.507	0.6574
Si	7.7005	1.9115	0.6643
Si	7.711	5.8016	0.6643
Si	7.7062	9.5909	0.6163
Si	11.5413	13.4952	0.6633
Si	11.5346	1.9053	0.6508
Si	11.5381	5.7899	0.6587
Si	11.5262	9.6139	0.6105
Si	1.9042	13.4781	2.0444
Si	1.9284	1.9128	2.0338
Si	1.9189	5.7764	2.0303
Si	1.9089	9.5789	2.0066
Si	5.7654	13.4795	2.028
Si	5.7768	1.9125	2.0284
Si	5.7782	5.7815	2.0207
Si	5.7948	9.5804	2.0162
Si	9.6117	13.4906	2.0179
Si	9.6209	1.9021	2.0258
Si	9.6243	5.784	2.0293
Si	9.6174	9.6092	1.9953
Si	13.4671	13.476	2.0167
Si	13.4535	1.9036	2.0241
Si	13.4576	5.7827	2.0237
Si	13.4312	9.5856	2.0118
Si	1.9214	15.3904	3.4111
Si	1.9159	3.8452	3.3839
Si	1.9182	7.6869	3.4002
Si	1.9151	11.52	3.362
Si	5.7695	15.3876	3.405
Si	5.7769	3.8471	3.3769
Si	5.7782	7.6846	3.4011
Si	5.7734	11.5286	3.3598
Si	9.6166	15.3857	3.4059
Si	9.6203	3.8432	3.3718
Si	9.6206	7.7032	3.3854
Si	9.6122	11.5416	3.3543
Si	13.4587	15.381	3.3995
Si	13.4587	3.8419	3.37
Si	13.4482	7.6889	3.3972
Si	13.4578	11.5311	3.3566
Si	-0.0063	15.3862	4.7617
Si	-0.0101	3.8431	4.7416
Si	-0.0106	7.6902	4.7498
Si	-0.0076	11.5279	4.7285
Si	3.8465	15.3829	4.765
Si	3.8477	3.8458	4.7398
Si	3.8471	7.6926	4.7513
Si	3.8444	11.5279	4.7246
Si	7.6938	15.3849	4.7631
Si	7.7002	3.8425	4.7404
Si	7.7023	7.6913	4.7517
Si	7.6942	11.5345	4.7285
Si	11.5392	15.3793	4.7615
Si	11.5396	3.8424	4.7398
Si	11.5328	7.6934	4.7553
Si	11.5354	11.5371	4.7247
Si	-0.0011	13.4474	6.1031
Si	-0.007	1.9266	6.1145
Si	-0.014	5.7656	6.1051
Si	-0.0107	9.615	6.105
Si	3.8426	13.4451	6.1047
Si	3.8448	1.9274	6.115
Si	3.8472	5.7676	6.1067
Si	3.8458	9.6168	6.1068
Si	7.6951	13.4484	6.106
Si	7.7014	1.9269	6.1159
Si	7.7004	5.7648	6.1039
Si	7.6945	9.6183	6.1047
Si	11.5365	13.4476	6.108
Si	11.5377	1.9229	6.1105
Si	11.5394	5.7656	6.1043
Si	11.5375	9.6215	6.103
Si	1.9199	13.451	7.4723
Si	1.9162	1.9274	7.4753
Si	1.9135	5.7703	7.4566
Si	1.915	9.6144	7.4611
Si	5.7692	13.4453	7.4633
Si	5.7746	1.9271	7.4699
Si	5.7764	5.7708	7.4632
Si	5.7714	9.6123	7.4678
Si	9.6156	13.4464	7.4742
Si	9.6238	1.9194	7.484
Si	9.6216	5.7683	7.4648
Si	9.6179	9.6159	7.467
Si	13.4626	13.4466	7.4662
Si	13.4562	1.9233	7.4744
Si	13.4546	5.7709	7.4752
Si	13.4556	9.6129	7.4715
Si	1.9174	15.3831	8.8299
Si	1.9117	3.8605	8.828
Si	1.9063	7.6904	8.8201
Si	1.9139	11.5246	8.8357
Si	5.7799	15.3766	8.812
Si	5.7759	3.8531	8.8281
Si	5.7759	7.6896	8.8323
Si	5.7711	11.5286	8.8357
Si	9.6222	15.3695	8.8367
Si	9.6309	3.8563	8.8318
Si	9.6196	7.6909	8.8253
Si	9.6194	11.5244	8.8431
Si	-1.9249	15.3749	8.8198
Si	-1.933	3.847	8.8346
Si	-1.9349	7.6943	8.8418
Si	-1.9321	11.5298	8.8385
Si	-0.0136	15.3849	10.1923
Si	-0.013	3.867	10.1919
Si	-0.0087	7.697	10.201
Si	-0.0128	11.5274	10.1995
Si	3.8599	15.3981	10.1669
Si	3.8424	3.8723	10.1752
Si	3.8333	7.6796	10.1691
Si	3.8424	11.5152	10.1896
Si	7.6926	15.3672	10.191
Si	7.7078	3.8561	10.1809
Si	7.7067	7.6914	10.1949
Si	7.6954	11.5158	10.2001
Si	11.5524	15.346	10.1954
Si	11.5429	3.8529	10.2112
Si	11.5267	7.6956	10.2072
Si	11.5393	11.5201	10.2148
O	11.0295	17.2312	18.276
O	-5.2668	4.4253	25.8151
O	0.6488	17.4265	18.2814
O	-0.862	5.5119	18.1548
O	7.2408	13.2731	23.1684
O	1.297	15.3464	25.869
O	3.6238	13.8606	18.108
O	3.3077	17.3775	18.1975
O	2.3106	12.9709	20.104
O	7.1752	3.6711	20.3471
O	4.2898	7.0434	20.9986
O	4.0204	9.7083	18.3038
O	7.8242	5.5218	18.4779
O	-1.6648	4.5689	26.2
O	-4.3001	5.6084	21.947
O	0.3804	8.3967	24.5567
O	6.6946	9.4967	18.1737
O	-3.7385	9.2573	18.5959
O	-0.0417	16.7719	23.9878
O	5.896	8.2527	22.7688
O	-1.8646	17.302	17.4083
O	0.1455	4.1439	21.1618
O	4.766	4.5183	20.3899
O	-2.0325	6.2736	20.3718
O	-0.3682	8.2184	20.4037
O	-1.6777	13.4603	17.3663
O	-3.5579	11.5314	24.9401
O	-3.3801	15.6798	27.9376
O	2.2755	15.5601	23.5408
O	2.1106	17.9819	20.4354
O	6.4991	13.6391	20.7223
O	8.8912	14.4283	21.4446
O	6.9563	15.7637	22.3564
O	10.3323	16.1084	22.8493
O	8.97	11.3493	22.4969
O	-2.061	4.2736	22.4461
O	4.3449	13.4161	27.1047
O	7.8096	10.6193	27.1958
O	0.4671	7.9755	27.8365
O	3.9921	6.1198	18.538
O	-1.0492	14.8577	22.5554
O	3.1768	11.6681	22.1727
O	5.3573	9.3821	20.4917
O	0.6174	5.4242	27.241
O	1.3343	10.0699	21.1985
O	2.1977	17.7021	24.9712
O	8.652	5.6528	20.9754
O	0.5702	4.3344	24.8511
O	6.5525	10.7381	23.4425
O	1.1957	13.3908	22.3905
O	9.5893	16.7807	20.4372
O	8.1397	8.133	27.9079
O	2.206	3.8554	22.7803
O	-1.3339	7.4326	22.7135
O	8.0441	4.9167	24.3946
O	-3.8855	18.2188	27.3176
O	9.6447	6.9327	25.0572
O	9.4744	7.6043	22.511
O	6.7809	17.9066	23.9383
O	0.1704	18.2462	27.0495
O	-2.5469	12.7268	20.5533
O	-4.0044	13.6097	18.449
O	4.2665	15.9688	27.839
O	-3.4999	6.3079	26.9155
O	8.786	18.0333	27.0911
O	2.8555	8.9968	25.595
O	8.3708	17.1122	18.1533
O	5.8188	17.3188	17.4064
O	0.0854	13.4652	27.2746
O	-1.1594	10.6411	20.6519
O	4.7952	16.1126	23.6989
O	-3.5075	5.4808	18.3205
O	0.4613	9.9619	18.652
O	-3.1099	13.0506	27.1741
O	5.381	17.7332	21.7198
O	1.7291	5.6831	17.4415
O	2.0101	15.5036	19.4583
O	-2.978	8.5942	21.0219
O	8.0085	8.7867	24.3221
O	-1.6126	7.0594	25.327
O	8.4049	11.8459	24.9664
O	3.4525	9.0958	22.3951
O	-2.6632	16.6736	23.7663
O	4.225	11.2953	25.6071
O	9.568	3.759	19.3143
O	-2.073	9.4319	24.2511
O	10.3109	12.3934	20.4383
O	9.3482	9.6445	17.4944
O	4.1093	13.7634	24.523
O	8.1186	15.7235	27.9771
O	4.2325	18.622	27.1221
O	7.9204	13.2664	27.1334
O	5.568	11.6637	19.1667
O	-4.3448	3.2548	23.0872
O	2.1001	12.7947	25.829
O	-3.2306	10.2911	27.1435
O	3.1567	4.69	25.1244
O	10.3749	7.3472	20.0492
O	0.2417	15.8837	28.2173
O	5.71	4.4815	25.3351
O	-4.0532	14.8339	20.7598
O	-3.3624	5.4168	24.3657
O	3.7262	14.2142	21.9964
O	8.1571	5.7442	26.9409
O	4.3523	5.9193	27.0756
O	6.124	4.6684	22.6498
O	-0.1576	13.5531	24.6594
O	-2.0615	3.7802	19.8267
O	10.0306	9.8336	20.623
O	7.4341	13.3627	18.3315
O	-5.3072	11.8289	26.9515
O	-1.1115	12.2311	22.7096
O	1.6295	10.4673	23.8601
O	-4.7211	9.274	24.1276
O	-3.2669	10.8915	22.4219
O	0.9452	13.5701	18.0087
O	7.9416	11.4471	20.1202
O	5.5195	9.0637	25.2395
O	2.3512	5.284	20.5336
O	0.7	10.1698	26.5318
O	-4.9103	17.2225	25.1755
O	-1.2398	17.3116	21.6345

Results
total energy: -87724.816 eV
total energy less fixed offsets of O -438.35, Si -107.03 eV per atom: 3.484 eV

Forces (eV/angstrom), in the order of the atoms: element, x, y, z
Si	-0.1727	0.3123	0.8176
Si	0.0225	-0.2798	0.8022
Si	0.0961	0.2041	0.8144
Si	0.0935	-0.2361	0.7853
Si	0.1352	0.1172	0.735
Si	0.0649	0.2643	0.668
Si	-0.0496	-0.3218	0.544
Si	-0.1855	-0.1834	0.6474
Si	0.0843	0.3326	0.7358
Si	-0.0624	-0.1394	0.8116
Si	-0.044	0.4267	0.7386
Si	0.1559	-0.2647	0.7877
Si	0.0411	0.121	0.6825
Si	-0.0275	0.3062	0.5692
Si	-0.0199	-0.0741	0.019
Si	-0.0684	-0.1062	0.7371
Si	-0.0193	0.0056	-0.014
Si	0.0015	-0.0398	-0.0926
Si	-0.002	0.0283	-0.0301
Si	-0.0136	-0.0289	-0.0427
Si	0.0008	0.0121	-0.0392
Si	-0.0188	-0.0134	-0.0687
Si	0.0242	0.0201	-0.0187
Si	0.0051	-0.0084	-0.0134
Si	0.0014	-0.0162	-0.0126
Si	0.0149	-0.0132	-0.0312
Si	-0.0107	0.0531	-0.0826
Si	-0.0033	0.0024	-0.0698
Si	-0.0106	-0.0237	-0.0485
Si	0.0003	-0.0038	-0.0462
Si	0.0502	0.0567	-0.0612
Si	-0.0109	-0.002	-0.0243
Si	-0.0194	-0.0159	0.0288
Si	0.0145	-0.0285	0.0019
Si	-0.0301	0.0093	0.0249
Si	-0.0039	-0.0061	0.0382
Si	0.044	-0.0081	0.0315
Si	-0.0187	0.018	0.0095
Si	-0.0127	-0.0031	0.0282
Si	0.0043	0.0047	0.0527
Si	-0.0093	-0.013	0.0347
Si	0.0003	0.025	-0.0089
Si	-0.0231	0.0093	0.0073
Si	0.0079	0.0085	0.0456
Si	-0.0187	-0.0152	0.0234
Si	0.0135	0.0049	0.0109
Si	0.0461	0.0172	0.0221
Si	0.0063	0.0049	0.0484
Si	0.0157	-0.016	-0.013
Si	-0.0002	0.0051	0.0289
Si	-0.0005	0.0129	-0.0009
Si	0.0118	-0.0071	0.0011
Si	-0.0004	-0.0125	-0.0026
Si	0.01	0.0134	-0.0099
Si	-0.0014	0.0235	-0.0057
Si	-0.0117	-0.0006	-0.0018
Si	-0.0161	-0.0154	-0.0057
Si	-0.0153	-0.0323	0.0359
Si	0.0182	0.0113	-0.0165
Si	0.0114	-0.007	0.0014
Si	0.0014	0.0183	-0.0148
Si	-0.0054	-0.0211	-0.0006
Si	-0.007	0.0137	-0.0209
Si	-0.0073	-0.0064	-0.0164
Si	-0.0076	-0.0023	-0.0038
Si	0.0002	0.0063	-0.0033
Si	-0.0087	0.0147	-0.0034
Si	0.0103	-0.0002	-0.0176
Si	0.0154	-0.0163	-0.0129
Si	0.0036	-0.0241	-0.0069
Si	0.0021	0.0023	-0.0132
Si	-0.0148	0.0089	-0.0107
Si	-0.0191	0.0103	-0.0046
Si	-0.0083	0.0055	-0.0027
Si	0.0043	-0.0124	-0.0157
Si	0.0033	-0.0073	0.0035
Si	0.0123	0.0125	-0.006
Si	-0.0059	0.0125	-0.0113
Si	0.0062	-0.0143	-0.0037
Si	0.0056	-0.0108	-0.0098
Si	0.0052	-0.0055	-0.0102
Si	-0.0066	0.0216	-0.0016
Si	0.0075	0.0044	0.0164
Si	-0.0225	-0.0251	0.0002
Si	-0.0007	0.0231	-0.0105
Si	0.0122	0.0024	0.0035
Si	0.0086	-0.0053	-0.0118
Si	-0.0178	-0.01	-0.0072
Si	-0.0106	-0.0148	0.0103
Si	0.0137	-0.0125	-0.0258
Si	-0.0162	0.019	0.0082
Si	0.0107	0.0111	0.0228
Si	0.0048	0.0064	0.0225
Si	0.0023	-0.0181	0.0064
Si	-0.0117	0.0103	-0.0044
Si	0.0164	0.0074	-0.0022
Si	0.0017	0.0059	-0.0069
Si	0.0018	0.0041	-0.0153
Si	-0.0004	0.0132	-0.0351
Si	0.0115	0.0032	-0.0118
Si	-0.0157	-0.015	-0.0629
Si	0.0074	-0.0323	-0.0228
Si	-0.0025	0.0145	0.0097
Si	-0.0045	-0.0005	0.0043
Si	0.0122	0.0385	-0.0017
Si	0.0069	-0.0302	-0.0191
Si	0.0009	-0.0281	-0.0327
Si	0.002	-0.0504	0.0035
Si	0.0039	-0.0177	-0.0655
Si	0.0047	0.0188	-0.0164
Si	0.0001	-0.0386	0.0047
Si	-0.017	0.0416	-0.0254
Si	-0.0172	-0.0194	0.033
Si	-0.0057	0.0162	0.0257
Si	0.0018	0.0201	0.0525
Si	0.0012	-0.0358	0.0168
Si	0.024	0.0209	0.0425
Si	-0.0208	0.0121	0.0227
Si	-0.0161	0.0139	0.038
Si	0.0073	0.0223	-0.0287
Si	-0.006	0.0016	0.068
Si	-0.016	0.0224	0.0092
Si	0.0008	0.0096	0.0612
Si	0.0305	0.0208	0.0147
Si	0.0125	-0.012	0.0448
Si	-0.0068	-0.0004	0.0018
Si	-0.0239	0.022	0.0584
Si	0.0094	0.0063	0.0153
Si	0.0907	-0.0094	-0.723
Si	0.2291	-0.0527	-0.7597
Si	-0.1677	0.1362	-0.7306
Si	0.143	-0.106	-0.6838
Si	0.2881	-0.1676	-0.605
Si	-0.2045	-0.0173	-0.8122
Si	0.3132	-0.0847	-0.8194
Si	-0.2876	0.0795	-0.6003
Si	-0.2245	-0.0241	-0.6762
Si	0.1613	0.0742	-0.7858
Si	0.2785	0.0197	-0.6539
Si	-0.1391	0.0188	-0.7173
Si	-0.264	-0.1077	-0.8075
Si	-0.1978	0.043	-0.8049
Si	-0.3376	0.0479	-0.5797
Si	0.2997	0.0662	-0.8131
Si	0.0617	0.1026	-0.0623
Si	-0.0657	-0.0085	-0.1482
Si	-0.0867	-0.1554	-0.12
Si	-0.056	-0.0795	-0.1756
Si	0.1556	0.028	-0.2053
Si	0.0319	0.1507	-0.2104
Si	-0.1493	-0.1113	0.0217
Si	0.0172	0.0977	0.0829
Si	-0.0646	0.0089	-0.1021
Si	-0.0318	-0.0666	0.205
Si	-0.0805	0.0657	-0.1265
Si	0.0794	0.0309	-0.0184
Si	0.0502	-0.0423	-0.1859
Si	-0.0267	0.093	-0.0095
Si	0.0323	0.0081	-0.1021
Si	-0.0574	-0.0073	0.0113
Si	-0.0786	0.0236	-0.0679
Si	0.0345	-0.0094	0.0246
Si	-0.0017	0.0258	-0.004
Si	0.1563	0.0342	0.0895
Si	-0.0037	0.0832	0.0889
Si	0.083	-0.0494	-0.0187
Si	-0.0657	0.0005	-0.2102
Si	-0.0066	0.0335	-0.0958
Si	-0.1966	0.0751	0.1604
Si	-0.0772	-0.042	-0.0105
Si	0.0921	0.0533	0.0814
Si	-0.0271	0.0246	-0.0447
Si	-0.0231	0.0497	-0.0789
Si	-0.0718	-0.0192	-0.052
Si	0.0306	0.0447	-0.0255
Si	-0.0218	-0.0491	0.0293
Si	0.0018	-0.0539	0.6759
Si	-0.0893	-0.0535	0.1928
Si	-0.0988	0.0501	0.0856
Si	-0.0189	0.0051	-0.0621
Si	-0.0352	0.1232	-0.0969
Si	0.0301	-0.0387	0.1204
Si	-0.0851	-0.0663	0.0246
Si	0.1513	0.087	0.017
Si	-0.0532	0.1037	0.2005
Si	0.1229	0.0596	-0.1066
Si	-0.0206	0.0306	0.0547
Si	0.0349	-0.0006	0.0116
Si	0.0352	0.1203	-0.0191
Si	0.0113	0.0098	0.0499
Si	-0.0104	-0.0172	-0.104
Si	-0.044	-0.0782	0.0258
Si	0.0073	0.0063	0.001
Si	0.0072	0.0056	0.003
Si	0.0014	0.0084	0.0013
Si	-0.0021	-0.0038	-0.0014
Si	-0.0021	0.001	0.0192
Si	-0.0055	0.0131	0.0088
Si	0	-0.0139	0.0048
Si	-0.0015	-0.0067	0.0044
Si	0.0009	0.0084	0.0031
Si	0.0104	-0.0051	0.0053
Si	-0.0064	-0.0012	-0.0028
Si	0.0006	-0.003	-0.0014
Si	-0.0006	-0.0067	0.0083
Si	-0.0121	0.0001	0.012
Si	0.0138	-0.0048	0.0158
Si	0.0075	0.0115	0.0051
Si	0.0096	-0.0045	-0.0022
Si	0.0024	0.0301	0.0067
Si	-0.0046	-0.011	0.0028
Si	0.0023	0.0132	-0.0124
Si	-0.0053	-0.0142	-0.006
Si	-0.005	0.0176	-0.0001
Si	0.0031	-0.0124	0.0078
Si	-0.0019	0.0039	-0.0035
Si	0.0017	-0.0122	-0.0007
Si	0.0002	0.0032	0.0049
Si	-0.0019	-0.0268	0.0037
Si	0.0023	0.0153	-0.0189
Si	-0.0016	-0.0111	-0.0087
Si	0.0025	0.0257	0.0038
Si	-0.002	-0.0187	0.0059
Si	0.0035	-0.0016	-0.0042
Si	0.0028	-0.01	0.0005
Si	-0.0181	-0.0026	0.0034
Si	-0.001	-0.0026	0.0028
Si	0.0056	0.0022	-0.0036
Si	0.0008	0.0005	0.0025
Si	0.0066	-0.0041	-0.001
Si	0.0041	0.0036	0.0047
Si	0.0043	0.001	-0.0027
Si	-0.0002	0.0063	0.0063
Si	0.0001	0.0008	-0.0006
Si	0.0066	0.0008	0.0053
Si	0.004	0.0013	-0.0018
Si	-0.0036	-0.0057	0.0042
Si	-0.0013	0.0025	0.0009
Si	-0.0068	0.0025	0.0024
Si	-0.0005	0.0018	-0.005
Si	0.0069	0.0231	0.0024
Si	-0.0033	0.0041	0.0071
Si	-0.0101	0.0049	0.0021
Si	0.0029	-0.0098	-0.0029
Si	-0.0095	0.0031	0.001
Si	0.0008	0.0085	-0.0054
Si	0.01	0.0078	-0.0011
Si	-0.0009	-0.0057	0.0005
Si	0.0064	-0.0062	0.0059
Si	0.005	-0.0002	0.0023
Si	-0.0041	-0.0084	0.0002
Si	-0.0005	-0.0028	-0.0009
Si	-0.0095	-0.0025	0.0041
Si	-0.0012	-0.0006	-0.0054
Si	0.011	-0.0147	0.0013
Si	-0.0013	-0.0034	0.0015
Si	-0.0039	-0.0014	-0.0058
Si	-0.0111	-0.0051	0.0021
Si	-0.0015	-0.0017	-0.0005
Si	0.0071	-0.009	-0.0003
Si	0.0099	-0.0017	-0.0025
Si	0.004	-0.0116	0.0029
Si	-0.0076	0.0036	0.0033
Si	-0.0052	-0.0046	0.0028
Si	-0.0043	0.0036	-0.001
Si	-0.0036	0.0012	0.0009
Si	0.0138	0.0082	0.0004
Si	0.0039	-0.0014	-0.0012
Si	0.0067	0.012	0.0008
Si	0.0092	0.0028	-0.003
Si	-0.0116	0.0114	-0.0028
Si	-0.0022	-0.0076	-0.0027
Si	0.0068	-0.0071	-0.0016
Si	-0.0156	0.0152	0.0029
Si	-0.005	0.0053	-0.0051
Si	0.0019	0.0018	0.0006
Si	0.0015	-0.0037	-0.0006
Si	-0.0003	0.0044	-0.0005
Si	0.0164	-0.0029	-0.0025
Si	0.0039	0.0048	-0.0012
Si	-0.0136	-0.0109	0.0057
Si	0.0068	0.0069	-0.0009
Si	0.0054	-0.0131	0.0007
Si	0.0049	-0.002	-0.0056
Si	-0.001	-0.0033	0.0002
Si	-0.0057	0.002	0.0009
Si	-0.0094	-0.0042	-0.0033
Si	0.004	0.0073	0.0008
Si	0.0024	-0.0096	0.003
Si	0.0028	0.0083	-0.001
Si	0.0001	-0.0043	-0.0069
Si	-0.0038	-0.0195	0.0011
Si	-0.0032	-0.0132	-0.0051
Si	0.0024	-0.0086	0.0021
Si	-0.0038	0.0026	-0.0002
Si	-0.0023	0.0078	-0.0016
Si	0.0054	0.0113	0.0056
Si	-0.0036	0.0272	0.0003
Si	0.0027	0.0013	-0.0095
Si	0.0044	-0.0106	-0.0034
Si	-0.0008	0.0044	-0.0075
Si	-0.0037	-0.0001	0.0016
Si	-0.0001	-0.0114	0.0009
Si	0.0042	0.0094	-0.003
Si	0.0017	-0.0029	0.0022
Si	-0.0062	-0.0033	-0.0012
Si	0.0057	-0.0021	0.0026
Si	0.0137	-0.002	0.005
Si	-0.0054	0.0024	-0.0034
Si	-0.0026	0.003	0.001
Si	0.0023	-0.0072	0.0034
Si	0.0005	0.0036	-0.0003
Si	-0.0018	0.0118	-0.0001
Si	0.0113	-0.001	-0.0032
Si	0.0083	-0.0003	0.0019
Si	-0.0005	0.0019	0.0049
Si	-0.0062	0.0047	0.0029
Si	-0.0031	-0.0052	0.0007
Si	-0.0004	0.0092	0.0062
Si	-0.0085	-0.0018	0.0066
O	0.182	-0.2093	0.4446
O	0.3998	0.2217	-0.1935
O	-0.0998	0.0822	0.3425
O	-0.1012	-0.1588	0.1548
O	-0.3288	0.1273	0.4145
O	0.0446	0.3443	0.3873
O	0.3269	0.1575	0.3501
O	-0.0189	0.2125	0.248
O	-0.0665	-0.5406	-0.0646
O	0.0326	-0.5761	-0.1242
O	0.0848	0.06	-0.0505
O	-0.1031	-0.1412	0.657
O	-0.2423	0.4953	0.3065
O	-0.1729	-0.4317	0.0466
O	0.2363	0.0332	0.0051
O	0.0502	-0.5356	-0.2381
O	0.1159	-0.0888	0.0494
O	0.5621	-0.1159	0.1643
O	-0.057	0.2083	0.0848
O	0.1543	-0.6095	0.0618
O	0.1235	-0.2269	0.3469
O	0.0239	0.5895	-0.2295
O	-0.0152	-0.5227	-0.2668
O	-0.1453	0.02	0.3779
O	0.3893	-0.4678	-0.3203
O	0.0778	-0.1856	0.4621
O	-0.1067	0.3239	-0.2686
O	0.0446	-0.0972	-0.4653
O	-0.1256	0.1385	-0.4356
O	0.1936	-0.1319	0.3072
O	-0.6146	0.0371	0.0053
O	0.1626	-0.3674	0.022
O	0.4105	0.2188	0.068
O	-0.3091	-0.2522	0.3817
O	0.42	-0.1275	0.199
O	0.2618	0.0957	0.4513
O	0.0904	-0.4476	-0.0551
O	-0.3548	-0.2467	-0.4046
O	0.1153	-0.1347	-0.1651
O	0.2808	0.414	0.1846
O	-0.2959	-0.0458	-0.5091
O	0.6021	-0.0935	0.1736
O	0.1389	0.1601	-0.0348
O	0.3236	-0.0723	-0.101
O	0.1547	0.1746	0.154
O	0.4816	-0.0432	0.3077
O	-0.2824	0.1838	0.3061
O	-0.4474	0.0803	-0.3497
O	-0.3187	0.103	-0.0983
O	-0.1836	0.0751	-0.127
O	-0.1931	0.24	0.2825
O	0.1855	0.0113	-0.166
O	0.083	0.1599	0.0803
O	0.1545	-0.1985	0.0123
O	0.2195	0.1693	-0.5159
O	0.3432	0.4161	-0.1588
O	0.4012	0.0067	0.0812
O	-0.1883	0.1709	-0.1049
O	0.4839	-0.3408	0.4466
O	-0.1442	-0.059	-0.6079
O	0.6063	0.2044	-0.1501
O	-0.4375	0.1361	0.1457
O	-0.2473	0.0602	-0.2351
O	-0.3767	-0.3057	-0.1
O	-0.4374	0.0457	-0.2513
O	-0.0178	-0.3128	0.1459
O	-0.1278	-0.1655	0.2656
O	0.1235	-0.118	0.3903
O	-0.2142	-0.5039	-0.1701
O	-0.3744	0.0222	-0.2825
O	0.1089	0.3427	0.5331
O	0.0364	0.0846	0.314
O	-0.1586	0.1512	0.2064
O	0.1451	0.1468	-0.2106
O	-0.3491	-0.0957	-0.375
O	0.0197	-0.2535	0.3084
O	-0.2205	-0.0426	0.6009
O	-0.0601	0.3763	0.4996
O	0.0307	-0.0882	0.2589
O	0.2036	0.1014	0.3698
O	0.0354	-0.0675	-0.3076
O	0.0628	-0.0528	0.1844
O	0.179	-0.2694	0.5487
O	0.1807	0.1922	-0.1565
O	0.3247	0.3459	-0.0504
O	0.2348	0.3587	0.2928
O	-0.1178	-0.056	0.1204
O	-0.1555	0.1288	0.2747
O	0.4982	-0.2195	0.0849
O	0.033	-0.0055	-0.34
O	0.0187	-0.075	-0.4341
O	-0.3923	0.0351	-0.5477
O	-0.5459	0.4653	-0.2404
O	-0.5039	0.0367	-0.2545
O	-0.0806	-0.3454	0.1448
O	0.3453	-0.1348	-0.3568
O	-0.2766	0.3294	-0.3309
O	0.0632	-0.1026	-0.3247
O	-0.106	-0.053	-0.3396
O	0.3403	-0.0208	0.3091
O	0.5461	0.1629	0.1177
O	-0.3799	0.4116	-0.0225
O	0.4425	-0.0588	-0.491
O	-0.3639	-0.1597	-0.1939
O	-0.0814	0.1597	-0.2956
O	0.004	0.6341	-0.0713
O	-0.4796	-0.1767	0.0895
O	-0.1337	-0.5059	-0.279
O	-0.4071	-0.136	0.3781
O	0.4919	0.4939	0.1055
O	0.0872	0.2179	0.1828
O	-0.1642	-0.1626	0.4242
O	-0.2918	0.5364	0.0263
O	-0.0332	-0.1443	0.0524
O	-0.4613	0.1216	-0.3239
O	-0.0323	0.0069	0.0252
O	-0.0818	-0.3199	-0.0167
O	0.0762	-0.4209	0.1107
O	-0.5474	0.4279	0.1387
O	-0.343	0.3128	-0.3781
O	-0.221	-0.3935	0.1717
O	0.194	-0.2279	-0.4143
